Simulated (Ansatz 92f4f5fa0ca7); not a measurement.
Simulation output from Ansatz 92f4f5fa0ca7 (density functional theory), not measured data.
Periodic cell of 186 atoms, Si104O82, from a study of silicon, its oxide and their interface. The atomic structure is a simulated model.

Settings: functional r2SCAN; potential files Ansatz norm-conserving; basis plane waves; wave-function cutoff 1300 eV; density cutoff ratio 4; exchange-correlation grid ratio 1; k mesh 2 x 2 x 1, shifted by 0.5 0.5 0.5 of a step; self-consistency stop 5e-08 eV per atom in the density residual; occupations Fermi-Dirac, 0.05 eV; spin none; net charge 0.

Cell vectors (angstrom)
a, 11.5403, 0, 0
b, 0, 11.5403, 0
c, -1.9415, 2.8803, 25.6105

Atoms: element, x, y, z (angstrom)
Si, 2.8204, -0.3355, 0.2611
Si, 2.7336, 2.8828, 0.5142
Si, 2.5784, 6.0747, 0.2982
Si, 6.6132, -0.3249, 0.0689
Si, 6.7162, 2.7495, 0.5642
Si, 6.0212, 7.1536, 0.3308
Si, 10.4522, -0.1914, 0.1426
Si, 10.4078, 2.7979, 0.7712
Si, 9.8473, 5.8237, 0.1022
Si, 4.7374, -0.8142, 1.5418
Si, 4.6817, 2.9547, 1.7814
Si, 4.3666, 6.5718, 1.8227
Si, 8.5244, -0.8, 1.4518
Si, 8.4868, 2.8555, 2.05
Si, 8.2086, 6.7961, 1.5989
Si, 12.3513, -0.7829, 1.4793
Si, 12.4019, 2.8705, 1.9248
Si, 12.0189, 6.6075, 1.3344
Si, 4.7005, 0.9837, 3.0784
Si, 4.597, 4.7756, 3.2164
Si, 4.5555, 8.7128, 2.9091
Si, 8.4947, 0.857, 3.1652
Si, 8.3451, 4.919, 3.1061
Si, 8.4739, 8.7731, 2.8555
Si, 12.3665, 0.8959, 3.1214
Si, 12.2294, 4.9184, 3.0237
Si, 12.237, 8.6623, 2.7257
Si, 2.7655, 0.9321, 4.4326
Si, 2.6096, 4.8517, 4.4224
Si, 2.5983, 8.72, 4.2095
Si, 6.5718, 0.9192, 4.506
Si, 6.5116, 4.8534, 4.5398
Si, 6.5274, 8.7048, 4.2698
Si, 10.4372, 0.9038, 4.4815
Si, 10.316, 4.9032, 4.4092
Si, 10.3817, 8.7421, 4.248
Si, 2.6698, -1.0094, 5.7522
Si, 2.7055, 2.8961, 5.722
Si, 2.6443, 6.8473, 5.6477
Si, 6.533, -1.0354, 5.798
Si, 6.5742, 2.8816, 5.7849
Si, 6.5153, 6.8452, 5.7773
Si, 10.413, -1.0112, 5.8494
Si, 10.4537, 2.9155, 5.6861
Si, 10.2508, 6.8808, 5.7123
Si, 4.5839, -1.0745, 7.1361
Si, 4.6207, 2.9077, 7.096
Si, 4.5487, 6.811, 7.079
Si, 8.4298, -1.0205, 7.2255
Si, 8.5638, 2.9063, 7.0286
Si, 8.3849, 6.8189, 7.2352
Si, 12.3708, -0.9441, 7.2498
Si, 12.3528, 2.9059, 7.0809
Si, 12.2282, 6.8874, 6.9474
Si, 4.8288, 0.9075, 8.3358
Si, 4.6551, 4.8844, 8.4036
Si, 4.3768, 8.5973, 8.5928
Si, 8.7336, 1.0326, 8.3849
Si, 8.508, 4.7476, 8.4394
Si, 8.2182, 8.6872, 8.7967
Si, 12.5527, 1.0605, 8.6157
Si, 12.3369, 4.9595, 8.1705
Si, 12.2055, 8.6048, 8.5468
Si, 3.259, 0.9262, 10.0717
Si, 2.6466, 5.1578, 9.5688
Si, 2.4559, 8.2211, 10.0478
Si, 6.8161, 1.4518, 9.5928
Si, 6.5647, 4.5854, 9.7798
Si, 6.0426, 8.7959, 10.1931
Si, 10.5805, 0.6116, 9.8785
Si, 10.5683, 4.7633, 9.6333
Si, 10.3016, 8.9281, 9.9623
Si, 8.9064, 5.8671, 16.9668
Si, 0.2107, 1.0343, 12.5747
Si, 1.1428, 3.6732, 11.5934
Si, 5.6741, 11.645, 11.6374
Si, 6.3149, 5.7187, 15.245
Si, 4.391, 9.2457, 16.453
Si, 3.4087, 6.5739, 16.5959
Si, 2.2804, 10.3783, 12.0634
Si, 6.5887, 12.852, 18.0336
Si, 7.6517, 6.0685, 19.6678
Si, 4.6227, 11.0035, 14.1949
Si, 8.0521, 8.7304, 20.7208
Si, 11.4186, 9.8449, 17.3417
Si, 0.3817, 6.8894, 16.1729
Si, 6.6679, 6.5495, 12.1872
Si, 8.6194, -1.0074, 18.5287
Si, -0.0138, 5.3354, 13.7674
Si, 8.2395, 1.417, 22.8008
Si, 5.042, 7.4815, 18.6981
Si, 9.7575, 6.8702, 11.803
Si, 3.2192, 11.3495, 21.6579
Si, 12.3775, 1.0299, 17.1763
Si, 5.3332, 13.3439, 22.6044
Si, 0.848, 11.1808, 19.7516
Si, 3.8153, 12.103, 16.7867
Si, 10.6883, 2.5391, 15.0821
Si, 7.1099, 3.0814, 20.7081
Si, 5.43, 8.0266, 24.1546
Si, 1.8159, 11.4435, 24.4209
Si, 9.8341, 10.9202, 21.2172
Si, 5.1555, 8.8659, 21.4253
Si, 7.9234, 3.276, 15.9426
O, 4.1888, 1.1054, 21.6911
O, 2.9881, -1.5535, -0.8762
O, 8.8026, 4.2519, 16.894
O, 2.8482, 7.2353, -0.8607
O, 2.6668, 4.4402, -0.2386
O, 2.7596, 1.318, -0.2516
O, 6.5684, 1.3034, -0.186
O, 6.6843, -0.8178, -1.519
O, 2.1521, 11.4179, 22.8522
O, 7.1661, 3.7711, -0.6372
O, 5.809, 3.1113, 21.722
O, 10.5384, -0.9129, -1.334
O, 0.5548, 9.8477, 18.84
O, 10.4, 1.4517, -0.2313
O, 10.3649, 4.2418, -0.0374
O, 8.8507, 5.8366, -1.2602
O, 6.1972, 6.1546, -0.9545
O, -0.9609, 1.1273, 11.4546
O, 2.1755, 8.8175, 11.5938
O, 0.9252, -0.4278, 12.6184
O, 2.5938, 6.5978, 10.3755
O, 3.7837, 6.6031, 18.1792
O, 8.7922, 6.2422, 18.5368
O, 5.8401, 11.4646, 13.2388
O, 5.8138, 7.7105, 11.4319
O, 1.3248, 2.186, 12.2171
O, 7.052, 12.2657, 11.0606
O, 0.503, 6.6428, 14.5684
O, 5.5366, 10.2149, 10.8598
O, 5.166, 9.7719, 15.1229
O, 9.0536, 2.4907, 15.0676
O, -1.3189, 5.8834, 12.9921
O, 4.4027, 1.1138, 11.3289
O, -0.2763, 3.7327, 10.7566
O, 3.3818, 10.5253, 13.2536
O, 8.0709, 9.1211, 19.1309
O, 6.2306, 6.345, 13.737
O, 1.8041, 6.1397, 16.6338
O, 10.4516, -0.9953, 10.1128
O, -0.3997, 1.4103, 14.0163
O, 5.4103, 8.5849, 17.5402
O, 9.3666, 9.3635, 21.4506
O, 10.3822, 8.3589, 11.5441
O, 2.4621, 3.9457, 10.6888
O, -1.1028, 6.291, 16.5687
O, 8.1897, 7.0649, 12.0666
O, 1.1261, 4.835, 12.7328
O, 3.5929, 10.509, 17.1024
O, 2.6064, 11.0448, 10.6071
O, 11.4201, 2.1551, 16.4943
O, 11.8265, 8.4575, 16.606
O, 6.2447, 6.4653, 18.9833
O, 0.5381, 12.4736, 18.7885
O, 6.5016, 5.1807, 11.3207
O, 3.3514, 8.0882, 15.9854
O, 4.7628, 5.8479, 15.8737
O, 11.4389, 11.1063, 21.0757
O, 9.204, -0.1374, 19.7868
O, 7.5075, 4.5616, 20.2126
O, 5.1427, 7.7331, 22.5843
O, 4.6082, 8.2398, 20.0471
O, 4.1705, 10.0639, 21.8231
O, 9.7992, 10.134, 17.4656
O, 6.6862, 0.8812, 22.778
O, 2.4248, 1.3732, 16.9977
O, 4.217, 12.223, 15.2033
O, 7.3978, 11.43, 17.9402
O, 10.1748, 6.1583, 10.4051
O, 6.6883, 9.4018, 21.3043
O, 2.388, 11.266, 20.2627
O, 6.4672, 2.9775, 10.058
O, 6.8125, 13.6252, 19.4473
O, 7.5886, 6.422, 16.0932
O, 4.9916, 12.6412, 17.7724
O, 9.2932, 0.2371, 22.4711
O, 7.1281, 2.2052, 16.8167
O, 3.2245, 11.3441, 25.2978
O, 6.7999, 4.1474, 15.1244
O, 8.3592, 2.5314, 21.6096
O, 12.0534, 11.1044, 16.5175
O, 8.0166, 7.1113, 20.8705
O, 11.1448, 4.0552, 14.6947

Results
free energy: -50298.240 eV
free energy less fixed offsets of O -463.61, Si -117.95 eV per atom: -15.420 eV
pressure: -2.18 GPa
stress xx, yy, zz, yz, xz, xy (GPa, positive in tension): 2.5, 2.21, 1.83, 0.11, 0.39, -0.87

Forces (eV/angstrom), in the order of the atoms: element, x, y, z
Si, -0.0009, 0.3755, -0.0561
Si, -0.1231, -0.1044, -0.3386
Si, -0.0209, -0.2815, -0.1109
Si, -0.0284, 0.2312, -0.3649
Si, 0.1231, 0.0454, -0.4504
Si, -0.4606, -0.6099, -0.0409
Si, 0.1927, 0.3046, -0.4594
Si, 0.1815, -0.0606, -0.7327
Si, -0.1781, -0.5091, -0.0349
Si, 0.0397, 0.2178, 0.0118
Si, 0.3475, -0.0978, -0.1804
Si, 0.0016, 0.2819, -0.1612
Si, -0.0909, 0.0447, -0.2443
Si, -0.1735, -0.0157, -0.2369
Si, -0.0924, 0.039, -0.3807
Si, -0.0383, 0.0393, -0.1864
Si, -0.1874, -0.0483, -0.222
Si, 0.3053, -0.1829, -0.3292
Si, 0.1626, -0.2194, -0.0067
Si, 0.0719, 0.0769, 0.0274
Si, -0.0983, 0.0932, -0.1265
Si, -0.055, -0.1059, 0.2371
Si, -0.1916, 0.1122, 0.1563
Si, 0.0312, 0.0955, -0.0627
Si, 0.0459, -0.0552, 0.293
Si, -0.1471, 0.057, 0.1149
Si, -0.0285, 0.0246, -0.2809
Si, -0.073, -0.0768, -0.0096
Si, -0.0709, 0.1412, -0.0465
Si, 0.1714, 0.0582, 0.0509
Si, -0.1954, -0.0059, -0.1679
Si, 0.0352, -0.0229, -0.0214
Si, 0.0713, -0.0908, -0.0241
Si, -0.0286, -0.1129, -0.0388
Si, 0.1535, 0.1584, -0.0541
Si, -0.034, 0.0266, 0.1028
Si, -0.1044, 0.0986, 0.0582
Si, -0.0596, -0.0558, 0.07
Si, 0.0872, -0.0687, 0.0899
Si, -0.0256, 0.0481, 0.1006
Si, 0.0553, -0.0579, 0.1268
Si, -0.0185, -0.0196, 0.0016
Si, 0.0207, 0.066, 0.1851
Si, -0.1236, 0.1504, -0.0576
Si, 0.0794, -0.0978, -0.0481
Si, -0.061, -0.2307, -0.0694
Si, 0.0486, -0.0575, -0.0185
Si, -0.0786, 0.1322, -0.1334
Si, 0.0956, -0.1225, 0.0105
Si, -0.1368, -0.0682, -0.1042
Si, 0.1161, 0.2042, 0.1892
Si, 0.152, 0.0269, 0.0085
Si, 0.005, -0.3665, 0.2196
Si, 0.0207, 0.247, -0.0735
Si, 0.1041, 0.4042, 0.3694
Si, -0.0761, 0.0154, 0.1513
Si, -0.0592, 0.1291, 0.3355
Si, -0.0392, -0.0055, 0.4141
Si, 0.1796, 0.0328, 0.2343
Si, 0.0829, 0.0003, 0.4116
Si, -0.0113, 0.3813, 0.4065
Si, 0.0898, -0.0576, 0.0135
Si, -0.093, 0.031, 0.4212
Si, 0.2729, -0.9157, -0.3019
Si, 0.1638, 0.0234, 0.3585
Si, -0.2293, -0.4163, 0.164
Si, 0.1623, 0.0244, 0.0386
Si, -0.1961, -0.5101, 0.5288
Si, -0.1518, -0.1263, -0.059
Si, -0.0203, -0.1077, 0.2426
Si, 0.1282, 0.2291, 0.3419
Si, 0.0474, 0.4228, -0.0343
Si, 0.1269, 0.0007, 0.1716
Si, -0.1949, -0.057, 0.1375
Si, -0.0562, 0.1453, 0.1201
Si, 0.2497, 0.0679, 0.182
Si, -0.0395, -0.0799, -0.0801
Si, 0.0838, 0.0306, -0.1032
Si, -0.0948, -0.0043, 0.0851
Si, -0.2056, -0.1392, 0.1921
Si, -0.0739, 0.0413, -0.0471
Si, -0.0602, 0.0004, 0.0944
Si, 0.1355, -0.0018, 0.0856
Si, -0.0818, -0.0378, 0.1115
Si, 0.0789, -0.0667, -0.0191
Si, 0.0039, 0.0213, -0.2823
Si, -0.0766, -0.0112, -0.1424
Si, -0.0767, 0.0175, -0.0449
Si, 0.1253, -0.0136, 0.0835
Si, -0.0959, -0.0296, -0.1153
Si, -0.046, 0.0243, 0.1964
Si, 0.1416, 0.0273, 0.0155
Si, 0.1498, -0.035, -0.2435
Si, -0.029, 0.1593, 0.0189
Si, -0.0428, 0.002, -0.2432
Si, 0.1499, -0.0151, 0.2332
Si, -0.0234, 0.0498, 0.0614
Si, -0.1155, -0.0166, -0.0564
Si, -0.0619, 0.0568, 0.13
Si, -0.1891, -0.2469, -0.1178
Si, 0.1062, 0.004, 0.1254
Si, 0.1705, -0.0203, -0.007
Si, -0.0793, 0.1049, -0.0602
Si, 0.0728, -0.229, -0.113
O, 0.0826, -0.1095, 0.2579
O, 0.1343, -0.1272, -0.0609
O, -0.1924, 0.1567, -0.1725
O, 0.1429, 0.0741, -0.0599
O, -0.0013, 0.1465, 0.4728
O, 0.0372, -0.0862, 0.4712
O, 0.0462, -0.2249, 0.416
O, 0.0049, -0.0031, 0.4193
O, 0.0108, 0.048, 0.295
O, -0.0337, 0.1933, 0.0477
O, 0.2684, -0.3286, 0.0124
O, -0.146, 0.1056, 0.207
O, -0.1585, 0.3041, -0.143
O, -0.1193, -0.3251, 0.7935
O, -0.3124, 0.5195, 0.207
O, 0.2238, -0.0135, 0.3172
O, 0.3463, 0.265, 0.1118
O, 0.158, -0.0976, -0.3555
O, 0.2053, 0.2178, -0.4753
O, 0.2378, 0.0573, -0.2124
O, -0.0078, -0.0357, -0.4232
O, 0.1445, 0.1598, -0.3057
O, -0.1763, -0.0608, -0.0959
O, -0.4188, -0.071, -0.3048
O, 0.2499, 0.2622, -0.328
O, -0.1183, -0.0041, -0.1841
O, -0.4965, -0.0008, -0.2986
O, -0.1369, -0.1871, 0.1895
O, 0.142, 0.0685, 0.201
O, -0.3375, 0.2014, 0.1183
O, 0.0761, 0.2432, 0.2197
O, 0.0397, 0.1688, -0.1606
O, -0.5184, -0.1499, -0.2447
O, -0.057, 0.3475, -0.1263
O, -0.0117, 0.0931, -0.2068
O, 0.1497, 0.1634, 0.1756
O, 0.1583, -0.0647, -0.0647
O, 0.0787, 0.1808, -0.0551
O, -0.0035, -0.0652, -0.0343
O, 0.1382, 0.0941, -0.1433
O, -0.2919, -0.135, -0.0188
O, -0.211, 0.2525, -0.273
O, -0.1424, -0.219, -0.4613
O, -0.1783, 0.1231, -0.1501
O, -0.045, 0.0235, -0.0187
O, 0.0181, -0.1258, -0.0216
O, -0.2375, -0.2741, -0.1773
O, 0.1604, 0.0504, -0.1558
O, 0.1951, 0.3258, 0.264
O, 0.015, -0.1544, -0.0887
O, -0.0674, -0.0816, 0.0779
O, 0.109, 0.0936, 0.0367
O, 0.0658, -0.3307, -0.176
O, 0.1233, 0.3015, -0.3255
O, 0.2019, -0.1062, 0.2483
O, 0.046, 0.1182, 0.0511
O, -0.1974, -0.0077, -0.2783
O, 0.0132, -0.2694, 0.0312
O, -0.0212, -0.0056, -0.0493
O, 0.184, 0.2651, 0.2927
O, 0.262, -0.0328, 0.0146
O, 0.0302, 0.0048, -0.0237
O, 0.1128, 0.0373, 0.1763
O, 0.0534, 0.259, 0.0319
O, -0.0949, -0.2374, -0.0025
O, -0.01, -0.3558, 0.0907
O, 0.0916, 0.0274, 0.1421
O, -0.0034, -0.1941, 0.2071
O, 0.0154, -0.2317, -0.1148
O, -0.1873, -0.0075, 0.1452
O, 0.2131, 0.0935, -0.3748
O, 0.026, 0.0164, 0.0087
O, -0.059, -0.269, -0.0215
O, 0.087, -0.1122, -0.1247
O, -0.1032, 0.0046, -0.1402
O, 0.0005, 0.036, 0.1002
O, 0.2835, -0.2372, -0.1931
O, 0.1252, 0.2744, 0.2426
O, -0.2483, -0.181, 0.1405
O, -0.0546, 0.0374, 0.2847
O, -0.1014, 0.1211, -0.3131
O, -0.0055, 0.0343, -0.1536
